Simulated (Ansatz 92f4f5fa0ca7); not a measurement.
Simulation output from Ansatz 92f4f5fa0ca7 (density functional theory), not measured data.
Periodic cell of 158 atoms, Si96O58N4, from a study of silicon, its oxide and their interface. The atomic structure is a simulated model.

Settings
functional: r2SCAN
potential files: Ansatz norm-conserving
basis: plane waves
wave-function cutoff: 1300 eV
density cutoff ratio: 4
exchange-correlation grid ratio: 1
k mesh: 2 x 2 x 1, shifted by 0.5 0.5 0.5 of a step
self-consistency stop: 5e-08 eV per atom in the density residual
occupations: Fermi-Dirac, 0.05 eV
spin: none
net charge: 0

Cell vectors (angstrom)
a	10.9176	-0.0709	0.0493
b	-0.0709	10.9694	0.0243
c	0.1018	0.0502	22.5642

Atoms: element, x, y, z (angstrom)
Si	-0.0732	0.1695	-0.3999
Si	3.7532	1.8149	-0.2277
Si	0.3365	5.346	-0.3551
Si	3.4635	7.7701	-0.0416
Si	5.8741	-0.1137	0.3117
Si	8.7515	2.5182	-0.2371
Si	5.5186	5.405	-0.1503
Si	7.7958	8.6168	0.1832
Si	1.7089	0.9874	1.1809
Si	4.4753	3.8031	1.1321
Si	1.6046	6.6635	1.0772
Si	4.1881	9.53	1.397
Si	7.2512	1.5031	1.3531
Si	10.0667	3.885	1.1267
Si	6.7711	6.8636	1.398
Si	9.6556	9.5451	1.2651
Si	0.4223	2.6408	2.4938
Si	2.9313	-0.4271	2.8064
Si	0.0665	8.1506	2.44
Si	2.9066	5.2692	2.5813
Si	5.5775	2.678	2.7893
Si	8.5593	0.0301	2.7101
Si	5.4592	8.2235	2.7954
Si	8.0636	5.6414	2.9852
Si	1.4816	4.1573	3.9945
Si	4.1166	1.3219	3.9702
Si	1.1801	9.5635	4.0509
Si	4.0299	6.6999	3.9952
Si	6.7859	4.0849	4.1132
Si	9.9389	1.3974	4.0138
Si	6.9542	9.5896	4.0122
Si	9.6483	6.9756	3.9949
Si	0.1385	0.0962	5.4697
Si	2.5968	2.6622	5.4807
Si	-0.0174	5.5233	5.4174
Si	2.6928	8.3061	5.3605
Si	5.4263	-0.0798	5.3678
Si	8.2958	2.5293	5.4105
Si	5.3102	5.367	5.4901
Si	8.2689	8.1813	5.3533
Si	1.4347	1.4039	6.9677
Si	3.8752	4.0596	6.9219
Si	1.394	6.9659	6.7786
Si	4.0174	9.5702	6.939
Si	6.814	1.3081	6.7538
Si	9.6257	3.8734	6.6935
Si	6.7661	6.893	6.7239
Si	9.5852	9.5839	6.8204
Si	-0.0838	2.7885	8.2202
Si	2.8203	-0.0363	8.3452
Si	-0.0679	8.2829	8.287
Si	2.36	5.5303	8.2737
Si	5.364	2.7478	8.0639
Si	8.101	-0.0857	8.171
Si	5.3327	8.1274	8.1467
Si	8.3796	5.5117	7.9305
Si	0.4144	4.848	9.5212
Si	4.1966	1.3318	9.7424
Si	1.4914	9.4262	9.6471
Si	4.1067	6.6473	9.4334
Si	7.0199	4.1609	9.2181
Si	9.4517	1.3634	9.5649
Si	6.8946	9.3865	9.4256
Si	9.7239	6.6818	9.5807
Si	0.6649	-0.1571	11.2381
Si	2.8762	1.9967	11.7184
Si	0.4214	4.2865	11.775
Si	3.0122	8.1238	10.999
Si	5.2938	-0.5844	10.8791
Si	7.7298	2.4777	10.6549
Si	5.8528	5.7123	10.5102
Si	7.9495	8.025	11.0062
Si	5.2263	4.6491	16.2491
Si	3.4021	3.4706	14.1544
Si	0.057	8.0456	18.1872
Si	2.0636	6.2217	13.4126
Si	5.5554	3.4433	12.2904
Si	8.3895	3.1312	12.7249
Si	6.7305	9.4742	13.3718
Si	9.6533	9.262	13.3455
Si	-3.2948	4.5791	20.1348
Si	6.9912	-1.2816	16.3602
Si	2.7123	18.7757	19.4459
Si	1.1768	1.2946	14.0172
Si	8.8586	0.8864	17.4798
Si	9.9343	1.2197	14.6777
Si	1.2922	10.1257	16.5958
Si	5.743	7.4506	15.3163
Si	-1.5707	7.2467	20.4127
Si	2.6857	4.8889	18.0662
Si	-9.1511	14.1782	20.2069
Si	-0.2927	5.2696	17.1415
Si	-3.1795	3.7983	17.9525
Si	11.2208	0.5631	19.2101
Si	4.1695	9.0895	17.163
Si	10.9295	7.4896	15.3863
O	0.332	-0.2037	20.5553
O	-3.1529	2.1363	17.8118
O	2.7331	2.1505	-1.4735
O	1.0711	4.2492	21.18
O	-4.1063	9.8881	22.1103
O	-0.2685	6.7234	21.3535
O	-0.6483	6.1661	15.7984
O	-1.2173	8.2528	19.2023
O	4.9952	0.8534	21.7365
O	2.9409	-1.1086	16.6874
O	6.4712	4.0691	17.0971
O	8.3291	3.2467	20.9276
O	2.7903	8.0935	-1.5824
O	4.5042	6.5865	21.9697
O	5.4207	10.128	16.9714
O	8.9796	15.888	1.8552
O	2.8028	3.7482	19.1942
O	3.9329	5.0148	17.1371
O	1.8048	3.3354	11.6302
O	3.0371	-5.8863	13.9854
O	-1.1368	4.0162	12.3468
O	0.7638	5.5756	12.7661
O	2.1417	2.5233	14.4676
O	2.6804	7.1706	12.2799
O	4.2364	-1.7586	11.4046
O	6.1698	-0.4122	12.3264
O	6.1721	2.1817	11.249
O	10.3622	0.6695	10.7307
O	5.1418	4.9353	11.7525
O	6.7905	6.8656	11.1573
O	5.7187	8.1581	13.8543
N	8.105	8.8575	12.5371
O	0.8016	2.0964	19.5196
O	-2.4116	5.8982	19.9104
O	4.5921	3.4764	15.2542
O	5.7737	5.8228	15.2581
O	1.4319	7.2102	14.632
O	1.2491	4.5991	17.1639
O	6.9044	8.0363	16.3029
N	4.0021	13.6122	12.8143
O	9.9286	1.2972	16.3389
O	6.877	3.7683	13.0875
O	8.8065	2.3275	14.0797
N	12.6392	0.6942	12.41
O	9.8941	8.0042	14.2258
O	1.2733	10.9493	15.0568
O	10.8107	9.6826	12.3445
O	-2.6115	8.1737	21.2047
O	4.0874	8.4714	18.6746
O	-12.185	0.6634	18.7641
O	10.9821	6.3596	18.2793
N	0.1445	8.8029	16.6256
O	-1.0852	12.391	21.9279
O	1.3987	8.5181	18.9932
O	-1.5839	4.3216	17.4413
O	2.7428	6.2584	18.95
O	-4.6557	5.0545	20.954
O	1.0046	0.094	17.8644
O	8.1756	-0.5732	17.1604
O	6.8748	10.2161	14.8747
O	4.3667	7.9021	16.137
O	9.4212	10.7134	14.1295

Results
free energy: -39384.332 eV
free energy less fixed offsets of N -289.75, O -463.61, Si -117.95 eV per atom: -12.752 eV
pressure: -2.16 GPa
stress xx, yy, zz, yz, xz, xy (GPa, positive in tension): 1.77, 2.33, 2.38, 1.33, -0.71, -0.35

Forces (eV/angstrom), in the order of the atoms: element, x, y, z
Si	0.6146	-0.7813	-0.5747
Si	-2.4735	0.735	0.3896
Si	-0.2289	0.7109	-1.4481
Si	-2.1161	-0.5313	-2.2598
Si	-1.3985	1.8618	-0.5861
Si	0.815	-0.5366	0.4834
Si	0.2319	1.6237	0.8511
Si	-0.0988	-0.3645	-1.4156
Si	0.9707	-0.0545	-0.2787
Si	-1.1245	-0.2977	-0.213
Si	0.9184	0.5255	0.9604
Si	1.0668	-0.8713	-0.953
Si	-0.9108	-0.4753	0.5007
Si	-0.6241	0.0157	-0.9483
Si	-0.0539	-0.2573	0.0611
Si	-0.1986	0.7033	-0.897
Si	0.5127	-0.0489	0.0659
Si	-1.8891	2.3632	-0.3002
Si	0.8998	-0.0948	-0.2691
Si	-0.0808	-0.0034	-1.3506
Si	1.1722	-0.384	-1.2425
Si	-0.4076	-0.1215	-0.1118
Si	0.1812	-1.0365	0.0769
Si	0.6544	0.174	-2.0043
Si	-0.5852	-0.5201	0.5642
Si	-0.6442	-0.671	0.9707
Si	0.9037	-0.6574	0.1839
Si	0.6297	1.2752	0.7934
Si	0.3487	-0.5218	1.5788
Si	-1.1652	-0.2422	0.2993
Si	-0.3776	0.5859	0.3705
Si	-0.1157	-1.4196	1.0694
Si	-0.1905	-0.2707	0.2199
Si	1.4128	0.6578	-0.9848
Si	0.6915	0.1346	-0.8255
Si	-0.0523	-0.9928	0.2577
Si	0.8399	-0.0153	0.3634
Si	-0.4525	0.893	-1.139
Si	0.4529	0.504	0.2811
Si	-0.3436	0.901	0.9702
Si	-0.2801	-0.9241	0.5545
Si	-0.6989	0.4161	-0.5296
Si	-1.0719	0.1846	-0.0668
Si	0.0955	0.5386	-1.5895
Si	-0.6207	-0.3894	0.0347
Si	-0.3246	1.3775	-0.0651
Si	0.2521	-0.8624	-0.4162
Si	-0.8805	0.0261	0.3428
Si	0.0811	0.7819	0.3362
Si	-0.0475	0.4094	-0.3013
Si	0.8035	0.2936	-1.1861
Si	1.2816	-0.647	0.2148
Si	1.001	-0.2712	1.1871
Si	1.5954	0.4645	-0.7894
Si	1.0335	-0.1294	-0.3306
Si	-0.459	0.273	-0.011
Si	-0.0747	-0.0552	-0.0021
Si	-0.1996	-0.8269	0.4158
Si	0.0502	0.1218	0.2795
Si	-1.267	0.9414	-0.0163
Si	-0.4193	-0.0269	-0.1748
Si	-1.2193	-0.8465	-0.5339
Si	-1.4268	-0.0806	0.6487
Si	-0.7331	-0.5565	-0.0911
Si	0.5689	-0.1722	1.7555
Si	-1.3546	0.6125	-0.4492
Si	0.2411	1.0087	0.0408
Si	1.1759	-0.6286	-0.8022
Si	0.889	-0.2798	0.8766
Si	0.0265	0.4578	0.0894
Si	0.1009	-0.4847	0.0215
Si	0.1455	-0.8713	-0.1354
Si	-0.3559	-1.1089	-1.4282
Si	0.3384	0.5644	0.1712
Si	0.1889	0.1508	1.8586
Si	-1.8312	2.2387	1.0826
Si	-1.117	-2.1047	-1.8836
Si	0.5889	-0.1199	0.6023
Si	-1.6894	-0.4323	1.6607
Si	-2.1401	2.7818	-1.2057
Si	-0.6675	0.1151	-0.1991
Si	-1.8061	0.4719	0.6167
Si	0.7902	0.1552	0.0066
Si	1.3593	-1.8568	-0.1679
Si	-0.657	-0.4626	2.1842
Si	-2.0178	0.5565	-0.6346
Si	0.3245	2.0735	-1.5661
Si	-1.6734	-0.1258	0.4208
Si	-0.1193	-1.0464	0.6612
Si	-2.6117	1.1598	0.5204
Si	-1.4891	-1.9172	2.2316
Si	0.7624	0.1168	0.1634
Si	1.8592	-1.4315	-0.3555
Si	-1.6215	-0.1835	1.6163
Si	1.2211	0.6516	0.9444
Si	0.4278	0.4577	-1.111
O	0.8978	-0.4585	1.8139
O	1.1196	0.1304	-0.5641
O	0.538	0.1722	0.5165
O	0.3654	0.0852	-0.541
O	0.8346	-0.9082	0.2902
O	-0.8901	-1.0193	-0.3062
O	0.1329	-0.8654	1.0332
O	0.7576	0.3796	-0.96
O	0.7594	-0.5084	1.4705
O	-1.3823	0.1215	0.0654
O	-0.8775	1.0296	-0.8213
O	0.0086	0.0153	0.8239
O	0.6017	0.1506	1.8421
O	0.3435	-0.0706	0.6936
O	0.9052	-0.7862	0.5151
O	-0.7509	0.2088	1.0308
O	1.2166	1.2224	-2.4403
O	1.581	-0.0929	-0.7924
O	-0.8728	-0.3143	0.6488
O	1.2912	-2.0127	0.4525
O	1.3311	0.0317	-0.3845
O	-0.8518	-1.6921	-1.1625
O	-0.626	0.1426	0.5698
O	0.3663	0.7648	-0.1095
O	-0.2519	0.5306	-0.4318
O	-1.0299	-0.0179	-0.4517
O	-0.9279	1.0586	0.0455
O	0.0103	0.3308	0.0086
O	-0.4371	-1.3765	0.3259
O	0.4232	0.4209	0.3135
O	1.389	0.759	-0.4334
N	1.5913	0.1267	0.3425
O	0.6082	2.019	0.274
O	1.2167	1.1674	0.6653
O	0.2871	0.5087	0.3435
O	-0.2335	0.5749	0.6516
O	0.808	-0.3405	-0.4897
O	0.4208	0.101	0.491
O	0.9911	0.6035	-0.0947
N	1.1621	1.4437	0.3406
O	-0.6697	0.0422	-1.4841
O	2.2462	0.2084	1.7299
O	0.6707	-1.2596	0.5872
N	0.3165	1.0523	-0.228
O	1.0713	-0.8582	1.6418
O	-0.1977	-0.7945	1.96
O	0.4795	-0.9432	-0.6298
O	0.2495	-0.4145	1.0932
O	-0.769	0.4374	-0.3826
O	-0.5584	0.9397	-0.9462
O	-0.6657	-0.3563	-0.5047
N	0.4899	-1.5095	-0.5909
O	-1.1434	0.9437	0.1281
O	-0.5191	-0.1014	-0.8527
O	-0.8576	-0.0788	0.2419
O	-0.5151	-0.0171	0.0872
O	0.9626	-0.8135	-0.5501
O	1.2269	-0.9511	-1.6321
O	-0.1963	0.4715	-0.3057
O	0.6617	-0.3188	-2.6925
O	0.8762	-1.833	-1.6556
O	-0.1036	-0.5447	0.3881
